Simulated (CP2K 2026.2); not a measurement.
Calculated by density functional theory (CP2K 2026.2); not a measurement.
Periodic cell of 504 atoms, Si360O144, from a study of silicon, its oxide and their interface. The atomic structure is a simulated model.
Doubt: the forces sum to 2.25 eV/angstrom along one axis rather than to zero, so they err by at least 0.0045 eV/angstrom per atom on average; the grid cutoff is modest.

Settings: functional PBE; method Gaussian and plane waves; basis set DZVP-MOLOPT-SR-GTH; pseudopotentials GTH-PBE; grid cutoff 300 Ry, relative cutoff 40 Ry; k points Gamma only; occupations fixed; spin none; net charge 0.

Cell vectors (angstrom)
a 16.32 0 0
b 0 16.32 0
c 8.0487 1.6676 34.3698

Atoms and the computed forces on them: element, x, y, z (angstrom), force x, y, z (eV/angstrom)
Si 1.287 -1.027 0.03 0.038 -0.232 0.719
Si 3.893 1.752 -0.059 0.127 -0.135 0.765
Si 1.528 3.815 -0.082 -0.092 0.258 0.762
Si 4.323 6.585 -0.092 -0.22 0.124 0.704
Si 1.138 -6.593 -0.066 0.125 -0.209 0.754
Si 4.222 -4.337 0.163 -0.092 0.177 0.765
Si 7.03 -1.772 -0.214 -0.179 0.311 0.72
Si 9.865 1.172 0.059 -0.318 -0.005 0.722
Si 6.628 4.435 0.04 0.038 -0.102 0.728
Si 9.84 6.504 0.347 -0.007 0.006 0.679
Si 6.423 9.793 0.246 0.134 -0.053 0.776
Si -7.082 -3.909 0.291 0.052 0.086 0.677
Si -4.241 -1.067 0.041 0.071 -0.243 0.708
Si -1.064 1.035 0.119 -0.071 0.079 0.782
Si -4.404 4.202 0.214 0.191 -0.011 0.686
Si -1.665 6.992 0.118 0.163 -0.052 0.797
Si -3.841 -7.112 -0.024 -0.114 0.269 0.782
Si -0.983 -4.287 -0.012 -0.195 0.063 0.71
Si 2.8 0.151 1.337 0.001 0.018 -0.056
Si 5.441 2.844 1.314 -0.012 -0.001 -0.075
Si 2.707 5.431 1.211 0.009 -0.018 -0.055
Si 5.34 8.119 1.42 0.02 -0.035 -0.044
Si 2.665 -5.524 1.402 -0.035 -0.006 -0.046
Si 5.451 -2.714 1.311 0.011 -0.012 -0.048
Si 8.124 -0.042 1.111 -0.007 -0.027 -0.065
Si -5.472 2.663 1.568 -0.007 -0.018 -0.02
Si 8.151 5.435 1.51 -0.022 -0.01 -0.032
Si -5.336 8.159 1.477 0.028 0.037 -0.033
Si 8.044 -5.435 1.544 -0.011 0.004 -0.038
Si -5.433 -2.652 1.353 0.029 0.005 -0.027
Si -2.675 -0.034 1.44 -0.013 0.01 -0.034
Si 0.045 2.687 1.351 0.015 0.001 -0.045
Si -2.779 5.409 1.42 0.003 0.024 -0.049
Si -0.033 8.189 1.31 -0.024 0.011 -0.059
Si -2.671 -5.444 1.224 -0.018 0.018 -0.055
Si 0.141 -2.705 1.303 0.006 0.028 -0.03
Si 1.407 1.4 2.762 0.007 -0.001 0.044
Si 4.053 4.141 2.7 -0.018 0.007 0.021
Si 1.357 6.795 2.615 0.006 0.001 0.001
Si 3.988 9.45 2.786 0.01 0.007 0.036
Si 1.405 -4.064 2.735 -0.001 0 0.025
Si 4.113 -1.308 2.645 -0.02 -0.023 0
Si 6.799 1.346 2.559 0.026 0.021 0
Si 9.447 4.019 2.856 0.008 0.012 0.026
Si 6.792 6.848 2.784 -0.005 0.02 0.045
Si 9.524 -6.806 2.746 0.001 -0.011 0.026
Si 6.71 -4.039 2.832 0.009 0.027 0.029
Si -6.844 -1.303 2.669 -0.03 0.007 0.012
Si -4.002 1.354 2.818 -0.005 -0.017 0.002
Si -1.341 4.056 2.69 -0.011 -0.002 0.005
Si -4.046 6.783 2.854 -0.008 -0.015 0.048
Si -1.364 -6.766 2.704 0.001 -0.018 0.022
Si -4.049 -4.086 2.621 0.014 0.007 0.004
Si -1.31 -1.444 2.713 0.008 -0.015 0.014
Si 0.024 -0.016 4.058 0.013 0.008 -0.029
Si 2.742 2.768 4.104 0.006 0.009 -0.011
Si 0.017 5.443 4.025 0.013 -0.002 -0.01
Si 2.651 8.1 4.11 -0.012 0.002 0.008
Si -0.003 -5.414 4.073 0 -0.018 -0.02
Si 2.768 -2.685 4.048 0.01 -0.009 0.003
Si 5.466 0.03 4.015 0.006 0.017 -0.008
Si 8.086 2.633 4.103 -0.017 -0.005 0.007
Si 5.417 5.461 4.096 -0.015 -0.006 -0.027
Si 8.169 -8.14 4.127 -0.009 -0.002 0.009
Si 5.36 -5.457 4.116 0.019 0.001 0
Si 8.157 -2.675 4.088 0 -0.006 -0.023
Si -5.457 -0.001 4.082 -0.003 -0.002 -0.021
Si -2.665 2.736 4.126 -0.01 0.006 0.019
Si -5.465 5.42 4.143 0.004 0.018 -0.015
Si -2.672 8.182 4.125 0.003 -0.007 -0.012
Si -5.415 -5.415 4.04 0.014 -0.005 0.001
Si -2.707 -2.769 4.057 -0.006 0 -0.007
Si 1.338 -1.384 16.322 0.003 -0.009 -0.015
Si 4.07 1.333 16.295 -0.003 -0.006 -0.005
Si 1.343 4.058 16.273 -0.015 -0.003 -0.01
Si 4.064 6.827 16.233 0.004 -0.002 -0.019
Si 1.347 -6.802 16.328 0 -0.02 -0.003
Si 4.106 -4.056 16.342 0.003 0.01 -0.002
Si 6.801 -1.372 16.356 -0.01 0.004 -0.003
Si -6.816 1.332 16.364 -0.007 0.019 0.004
Si 6.812 4.053 16.273 -0.005 0.018 -0.017
Si -6.773 6.813 16.288 -0.008 0.005 -0.015
Si 6.802 -6.743 16.295 0.014 -0.002 -0.002
Si -6.783 -4.018 16.31 0.002 0.007 -0.016
Si -4.093 -1.367 16.391 0.002 0.001 0.002
Si -1.401 1.311 16.333 0.003 -0.017 -0.007
Si -4.094 4.066 16.348 -0.011 -0.014 0.005
Si -1.345 6.817 16.307 0.001 0.01 -0.007
Si -4.053 9.557 16.299 0.008 0.005 -0.009
Si -1.363 -4.068 16.346 0.011 -0.012 -0.013
Si 2.738 -0.061 17.655 -0.02 0.003 -0.011
Si 5.424 2.713 17.62 0.005 0.012 0.012
Si 2.668 5.501 17.566 0.002 0 -0.017
Si 5.442 8.163 17.579 -0.022 0.003 0.019
Si 2.738 -5.44 17.646 0.012 0.001 0.006
Si 5.463 -2.717 17.765 0.008 -0.014 0.008
Si 8.14 -0.03 17.747 0.019 -0.007 0.029
Si -5.454 2.688 17.726 0.003 0.014 -0.008
Si 8.221 5.385 17.599 0.008 -0.014 -0.021
Si -5.431 8.219 17.624 -0.023 -0.025 0.016
Si 8.112 -5.298 17.639 -0.019 0.007 -0.017
Si -5.451 -2.724 17.771 -0.03 -0.024 0.022
Si -2.72 -0.041 17.777 0.026 -0.009 0.025
Si 0.01 2.653 17.62 0.022 0.027 -0.002
Si -2.709 5.464 17.646 0.006 -0.003 0.029
Si -0.017 -8.151 17.72 0.011 0.009 0.007
Si -2.709 -5.427 17.713 -0.011 0.012 -0.001
Si -0.036 -2.695 17.722 0.005 0.007 0.02
Si 1.351 1.255 18.976 -0.019 -0.014 -0.036
Si 4.03 4.146 18.85 0.011 0.004 -0.043
Si 1.377 6.803 19.045 0.003 0 -0.017
Si 4.12 -6.807 18.971 0.001 0.002 -0.034
Si 1.365 -4.082 18.985 0.014 -0.002 -0.027
Si 4.076 -1.362 19.101 0.006 0.01 -0.006
Si 6.735 1.366 19.04 -0.025 -0.02 -0.026
Si -6.809 4.061 19.073 -0.012 0.002 -0.024
Si 6.854 6.782 18.84 -0.013 0.007 -0.025
Si -6.786 9.699 18.876 0.035 -0.005 -0.022
Si 6.817 -4.041 19.194 0.02 -0.01 -0.002
Si 9.449 -1.428 19.171 -0.033 0.008 -0.026
Si -4.13 1.302 19.109 -0.013 0.005 0.002
Si -1.323 4.049 18.931 -0.003 0.031 -0.031
Si -4.082 6.854 18.982 0.038 0.03 -0.016
Si -1.39 -6.797 19.101 -0.003 -0.027 -0.014
Si -4.011 -4.053 19.119 -0.002 0.015 -0.025
Si -1.359 -1.382 19.21 0.001 0.005 -0.019
Si 0.104 -0.043 20.531 0.016 -0.025 0.04
Si 2.667 2.763 20.136 -0.009 0.031 0.033
Si 0 5.402 20.345 -0.022 -0.006 0.064
Si 2.778 8.178 20.355 0 -0.015 0.068
Si 0.025 -5.418 20.371 0.019 -0.002 0.053
Si 2.748 -2.802 20.395 0 -0.012 0.059
Si 5.348 0.066 20.482 0.006 0.003 0.057
Si 8.103 2.698 20.415 0.032 0.034 0.054
Si 5.458 5.452 20.159 -0.011 -0.009 0.048
Si 8.187 8.264 20.059 -0.011 -0.001 0.024
Si 5.481 -5.535 20.427 0.007 -0.022 0.055
Si 8.068 -2.682 20.725 0.005 0.036 0.056
Si -5.469 -0.095 20.509 -0.005 -0.022 0.048
Si -2.676 2.703 20.297 0.018 0.006 0.054
Si -5.406 5.471 20.344 -0.036 -0.034 0.06
Si -2.807 -8.111 20.465 0.001 -0.015 0.054
Si -5.48 -5.352 20.378 -0.028 0.016 0.048
Si -2.704 -2.762 20.645 0.027 -0.005 0.036
Si 1.271 -1.704 21.833 0.134 0.342 -0.736
Si 4.166 1.777 21.601 -0.116 -0.308 -0.72
Si 1.123 3.747 21.586 0.051 0.312 -0.727
Si 4.454 7.022 21.521 -0.156 -0.006 -0.686
Si 1.585 -6.58 21.645 -0.027 -0.197 -0.75
Si 3.853 -4.43 21.681 0.152 0.101 -0.712
Si 6.817 -0.982 21.983 -0.055 -0.313 -0.672
Si -7.122 1.051 21.712 0.06 0.12 -0.768
Si 6.458 3.915 21.582 0.29 0.097 -0.708
Si -6.616 7.183 21.389 0.049 -0.225 -0.69
Si 6.736 -7.146 21.634 0.032 0.281 -0.647
Si 9.803 -3.85 21.898 -0.279 -0.022 -0.716
Si -4.302 -1.586 21.972 0.145 0.119 -0.735
Si -1.15 1.581 21.678 -0.078 -0.206 -0.73
Si -3.781 4.295 21.587 -0.173 -0.082 -0.752
Si -1.637 6.513 21.583 0.094 0.144 -0.854
Si -4.47 -6.947 21.753 0.289 0.065 -0.713
Si -0.996 -3.922 21.871 -0.363 -0.165 -0.695
Si 5.402 -4.208 24.342 -0.105 -0.135 -0.053
Si -8.087 2.675 -2.066 0.035 0.094 0.088
Si -6.769 -0.203 -5.417 -0.015 0.203 0.043
Si -2.584 2.764 -5.968 0.026 -0.058 0
Si 5.692 -1.479 -3.175 0.13 -0.142 0.164
Si 7.803 -2.684 -5.303 -0.16 0.095 0.038
Si 0.881 -2.767 -4.317 -0.087 -0.037 -0.027
Si 1.333 2.838 26.391 -0.022 0.093 -0.037
Si 3.676 4.606 25.927 -0.091 -0.054 -0.012
Si -5.095 8.058 -6.539 -0.096 0.129 0.023
Si 2.387 7.818 -2.265 0.069 0.075 0.177
Si -0.113 1.223 -6.651 0.157 -0.006 0.019
Si 5.942 -7.816 -4.961 -0.06 0.062 0.051
Si -2.674 0.162 24.116 -0.072 -0.084 -0.106
Si -0.618 -1.525 25.935 0.094 -0.064 -0.024
Si -1.571 -7.308 25.877 -0.089 0.097 -0.078
Si -7.612 -7.041 -6.168 -0.078 -0.064 -0.048
Si -3.767 1.453 26.671 0.134 -0.059 0.03
Si 2.936 -7.473 -5.265 -0.12 -0.116 0.014
Si -0.854 -1.771 -7.281 0.089 -0.104 -0.024
Si 2.739 2.064 -6.49 -0.102 -0.067 0.039
Si -3.979 0.633 -4.225 0.063 -0.142 -0.011
Si 5.651 1.393 -2.681 -0.13 0.034 0.071
Si -2.989 2.381 -1.988 -0.107 0.043 0.133
Si -3.951 -5.945 24.743 -0.017 -0.075 -0.042
Si 0.254 7.822 23.715 0.122 0.069 -0.179
Si 3.587 -6.611 25.138 -0.019 0.026 -0.068
Si 2.715 2.835 23.864 0.037 -0.035 -0.18
Si 5.337 -1.348 24.869 -0.024 -0.026 -0.09
Si 2.171 -2.201 -6.744 -0.095 0.134 -0.106
Si -7.338 4.749 -4.111 0.103 0.01 0.013
Si -7.939 5.336 23.244 -0.1 -0.035 -0.068
Si -6.63 -5.618 26.473 -0.053 -0.031 0.049
Si 3.098 6.926 24.105 0.009 0.092 -0.004
Si 2.311 -1.617 24.849 -0.043 0.017 -0.033
Si -5.168 -5.149 -1.776 -0.005 -0.113 -0.045
Si -5.887 3.195 23.363 0.03 0.009 -0.066
Si -1.975 -1.899 -4.518 -0.021 0.089 -0.019
Si 1.74 -4.906 -6.121 -0.109 -0.077 0.035
Si 5.149 3.11 -5.078 0.059 -0.043 0.009
Si 2.937 -2.62 -2.131 0.094 0.096 0.099
Si 2.203 -4.452 26.248 0.108 -0.032 0.08
Si -2.187 4.718 -3.874 -0.019 0.088 0.027
Si 7.049 1.019 -6.488 0.044 -0.126 0.012
Si 6.559 5.762 -5.671 0.092 -0.059 -0.084
Si 0.077 5.624 -2.149 0.03 -0.043 0.105
Si 7.277 -6.944 -2.607 -0.029 0.01 0.127
Si -7.216 -5.183 -3.89 0.011 0.07 0.139
Si -7.104 7.127 -2.457 0.052 0.02 0.065
Si -1.551 -4.446 24.924 0.04 0.057 -0.026
Si -4.782 6.329 -4.065 -0.126 -0.183 -0.031
Si -2.937 -2.99 -1.953 0.07 0.102 0.041
Si 8.117 -5.515 23.918 0.078 -0.078 -0.062
Si -7.049 4.444 25.747 -0.002 0.054 -0.102
Si 1.384 -1.358 5.422 -0.007 -0.01 0.007
Si 4.106 1.373 5.415 -0.001 -0.001 0.008
Si 1.359 4.104 5.441 0.006 0.009 -0.002
Si 4.057 6.793 5.468 0.006 -0.001 0.01
Si 1.329 9.517 5.441 -0.011 0 0.008
Si 4.055 -4.061 5.461 -0.005 -0.005 0.009
Si 6.797 -1.32 5.433 -0.001 -0.002 -0.003
Si 9.509 1.342 5.458 0.004 0.001 0.009
Si 6.757 4.054 5.438 0 0.004 0.01
Si -6.815 6.797 5.479 -0.008 -0.007 0.015
Si 6.786 -6.78 5.452 0.001 0.006 0.007
Si 9.536 -4.059 5.412 -0.002 -0.012 0.003
Si -4.084 -1.388 5.406 0.013 -0.007 -0.002
Si -1.325 1.341 5.445 0.013 0.004 0.008
Si -4.066 4.075 5.468 0.003 0.003 0.006
Si -1.319 6.796 5.441 0.006 0.004 0.008
Si -4.077 -6.781 5.436 -0.017 0.004 -0.002
Si -1.363 -4.091 5.453 0 0.002 0.011
Si 2.737 0.009 6.779 0.007 0.006 -0.004
Si 5.426 2.715 6.824 0.001 -0.001 -0.002
Si 2.711 5.437 6.83 -0.006 0.006 0.006
Si 5.432 -8.155 6.806 -0.006 0.006 0
Si 2.695 -5.437 6.8 -0.004 0.008 -0.002
Si 5.444 -2.703 6.79 0.005 -0.008 0.001
Si 8.156 -0.002 6.825 0.006 0.004 0.005
Si -5.442 2.712 6.805 -0.009 0.012 0.003
Si -8.184 5.418 6.799 0.007 0.002 0.002
Si 10.882 -8.146 6.803 -0.002 -0.005 0.001
Si 8.168 -5.418 6.784 -0.01 0.003 0.006
Si -5.43 -2.725 6.798 -0.001 -0.001 -0.004
Si -2.722 -0.015 6.773 -0.009 0.009 -0.004
Si 0.015 2.72 6.8 0.003 0.004 0.001
Si -2.703 5.449 6.803 -0.004 0 -0.002
Si 0.002 8.159 6.824 0.005 -0.002 0.001
Si -2.723 -5.441 6.815 0.005 -0.004 0.002
Si 0.009 -2.714 6.785 -0.001 -0.007 0.004
Si 1.375 1.359 8.155 0.006 0.01 0.002
Si 4.068 4.073 8.184 -0.011 -0.007 -0.001
Si 1.362 6.805 8.183 0.012 0.01 -0.003
Si 4.073 -6.789 8.157 0.01 0.003 0
Si 1.347 -4.077 8.161 -0.01 -0.016 0.003
Si 4.081 -1.352 8.154 -0.005 0.004 -0.009
Si 6.8 1.364 8.177 -0.002 0.014 -0.002
Si -6.804 4.078 8.159 -0.004 0.005 -0.004
Si 6.79 6.793 8.162 -0.01 -0.013 -0.011
Si 9.516 -6.788 8.156 0.006 0.004 -0.006
Si 6.806 -4.066 8.148 0.019 0.015 0.004
Si -6.795 -1.369 8.162 -0.005 0.003 0.005
Si -4.077 1.345 8.148 -0.01 -0.004 -0.007
Si -1.355 4.075 8.16 0.001 0 -0.007
Si -4.074 6.808 8.157 0.004 0.009 0.003
Si -1.37 -6.805 8.172 -0.009 -0.011 0.002
Si -4.078 -4.077 8.169 -0.001 -0.01 -0.001
Si -1.358 -1.359 8.146 -0.001 -0.006 -0.006
Si 0 0 9.511 -0.003 0.009 -0.006
Si 2.714 2.71 9.538 0.011 0.003 0.001
Si -0.003 5.436 9.527 0.007 0.009 -0.005
Si 2.726 -8.151 9.528 -0.01 -0.006 -0.004
Si -0.009 -5.436 9.521 -0.008 -0.001 0
Si 2.715 -2.713 9.51 0.006 -0.004 -0.003
Si 5.437 -0.001 9.524 0.005 0.004 -0.001
Si -8.158 2.725 9.527 0.013 0 -0.003
Si 5.436 5.439 9.531 -0.005 0.002 -0.003
Si 8.158 -8.159 9.514 -0.002 -0.004 -0.005
Si 5.443 -5.429 9.507 -0.007 0.002 -0.009
Si -8.158 -2.721 9.522 0 -0.013 0.001
Si -5.436 -0.004 9.516 0 0.003 0.001
Si -2.721 2.711 9.512 -0.003 0.005 -0.003
Si -5.44 5.443 9.512 -0.008 -0.004 -0.008
Si -2.727 -8.16 9.532 0.001 0.006 -0.001
Si -5.442 -5.436 9.524 -0.003 0.002 0.007
Si -2.714 -2.714 9.518 0.002 0.001 0.001
Si 1.353 -1.363 10.879 -0.003 -0.001 0
Si 4.077 1.351 10.89 -0.003 0.009 -0.001
Si 1.35 4.074 10.889 -0.003 -0.004 -0.002
Si 4.081 -9.515 10.887 0.003 0.008 -0.001
Si 1.356 -6.794 10.875 0.013 0 -0.005
Si 4.081 -4.069 10.867 0 -0.001 0
Si 6.802 -1.36 10.877 0.01 0.001 0
Si -6.795 1.36 10.873 -0.014 0.009 -0.003
Si -9.517 4.082 10.889 0.001 -0.001 -0.004
Si 9.523 -9.517 10.878 0.014 0 0.001
Si 6.799 -6.792 10.872 -0.006 0.003 0
Si -6.798 -4.075 10.884 -0.002 0.003 -0.001
Si -4.077 -1.357 10.88 -0.008 0.002 -0.002
Si -1.365 1.353 10.879 0.001 0.007 -0.001
Si -4.084 4.073 10.87 -0.005 0.007 -0.001
Si -1.366 6.796 10.882 -0.003 -0.006 -0.002
Si -4.084 -6.794 10.887 0.003 -0.013 0.002
Si -1.362 -4.075 10.883 0.003 -0.013 0.001
Si 2.712 -0.009 12.245 0.009 0.008 0.002
Si 5.447 2.708 12.24 -0.003 -0.001 0.001
Si 2.719 5.437 12.235 -0.004 0.002 -0.001
Si 5.439 -8.147 12.24 -0.002 -0.009 0
Si 2.714 -5.425 12.222 -0.004 -0.001 -0.006
Si 5.439 -2.716 12.235 -0.002 -0.001 0.003
Si 8.167 0 12.228 0.012 0.011 0.003
Si -5.438 2.714 12.239 0.002 -0.001 -0.005
Si -8.153 5.444 12.245 -0.006 0.001 0.002
Si 10.882 -8.159 12.245 -0.009 0.005 0.004
Si 8.161 -5.435 12.238 0.005 -0.004 0.001
Si -5.44 -2.71 12.242 -0.001 -0.004 0.007
Si -2.724 -0.004 12.25 0 0.001 0.001
Si -0.015 2.714 12.245 0.003 0.01 0
Si -2.726 5.432 12.234 0.006 0 0.003
Si -0.006 8.166 12.229 0.003 -0.001 0.001
Si -2.724 -5.428 12.243 -0.003 0.005 0.005
Si -0.005 -2.721 12.25 -0.002 -0.011 0.003
Si 1.342 1.347 13.599 -0.009 0.012 0.001
Si 4.083 4.07 13.584 0.01 -0.008 -0.004
Si 1.347 6.796 13.58 0.006 -0.001 0.001
Si 4.071 -6.772 13.583 -0.013 0.011 -0.006
Si 1.363 -4.082 13.605 0.019 -0.012 0
Si 4.075 -1.369 13.604 -0.005 0 0.011
Si 6.803 1.337 13.596 0.009 0.003 -0.004
Si -6.794 4.071 13.601 0.002 -0.004 0.006
Si 6.806 -9.505 13.596 -0.004 0.015 0.006
Si 9.525 -6.789 13.599 0.012 -0.01 0.005
Si 6.811 -4.061 13.594 -0.002 -0.005 0.004
Si 9.53 -1.337 13.601 -0.015 0 -0.004
Si -4.091 1.351 13.612 -0.009 0.018 0.009
Si -1.386 4.065 13.605 -0.001 0.003 0.005
Si -4.067 6.801 13.599 0.003 -0.01 -0.005
Si -1.353 9.537 13.592 0.004 -0.008 0.004
Si -4.082 -4.065 13.604 -0.006 -0.002 0.007
Si -1.376 -1.373 13.614 0.002 0.007 0.007
Si -0.016 -0.015 14.966 0 0 0.002
Si 2.721 2.705 14.935 0.001 0.009 -0.007
Si -0.016 5.435 14.938 0.009 -0.003 -0.008
Si 2.691 8.186 14.916 0.007 -0.005 -0.001
Si -0.005 -5.428 14.973 0.001 0.004 -0.003
Si 2.72 -2.728 14.971 -0.004 0.004 -0.003
Si 5.447 -0.024 14.964 0.003 0.002 -0.004
Si 8.174 2.683 14.949 -0.005 0.001 0.004
Si 5.446 5.435 14.932 -0.008 -0.004 -0.006
Si 8.164 -8.138 14.959 0.001 -0.002 -0.005
Si 5.434 -5.408 14.94 0.004 0 0.005
Si 8.166 -2.685 14.952 0.023 -0.004 -0.001
Si -5.435 -0.005 14.999 -0.008 -0.003 0.003
Si -2.741 2.702 14.98 0.01 0.013 0.001
Si -5.423 5.431 14.952 0.001 0.012 0.008
Si -2.704 8.178 14.948 0 0.003 -0.001
Si -5.442 -5.416 14.96 -0.016 -0.008 -0.001
Si -2.742 -2.718 14.995 -0.005 -0.007 0.004
O 5.37 -5.401 -0.316 0.027 0.1 -0.334
O -8.105 -2.878 -0.476 0.211 -0.052 -0.277
O -6.834 2.074 -1.249 0.303 0.277 -0.459
O -7.634 5.597 24.804 -0.074 0.547 0.369
O -0.043 2.71 22.094 -0.107 -0.035 0.278
O 2.257 4.167 26.617 -0.284 0.465 0.286
O 4.521 -3.814 23.036 -0.073 0.569 0.098
O 2.698 -5.493 22.173 -0.051 0.067 0.43
O -2.71 5.402 22.132 0.006 0.155 0.365
O -6.339 1.702 22.992 0.31 -0.33 0.508
O -5.565 -8.113 22.114 0.069 0.039 0.302
O -4.541 -6.601 -1.423 0.004 -0.287 -0.597
O -5.415 -2.729 22.419 -0.129 0.053 0.547
O 2.679 -3.742 -6.743 0.601 -0.216 -0.388
O 2.015 -1.454 23.262 0.184 0.232 0.158
O -4.384 3.515 22.895 0.245 -0.236 0.454
O -3.851 1.233 -2.727 -0.143 -0.292 0.107
O -7.739 5.72 -2.892 -0.472 -0.086 0.287
O -6.373 -4.921 -0.751 -0.022 -0.504 0.099
O 0.06 -0.034 -0.445 0.143 0.164 -0.634
O 6.93 4.713 22.942 -0.417 0.283 0.331
O 2.695 2.762 -0.558 -0.193 0.261 -0.295
O -5.483 5.343 -0.286 -0.336 -0.118 -0.196
O -2.748 8.075 -0.465 0.133 -0.289 -0.361
O 2.019 3.982 22.936 0.077 0.689 0.079
O 8.007 3.607 26.275 -0.575 0.06 -0.316
O -8.005 -8.059 -3.126 0.291 0.126 -0.308
O -1.876 1.034 23.021 0.099 -0.083 -0.053
O 2.209 -1.464 -1.253 0.23 0.324 -0.318
O 3.834 6.274 22.827 -0.286 -0.542 0.005
O 1.992 -8.069 -6.482 -0.111 -0.539 -0.008
O -5.338 0.064 -0.418 -0.066 0.055 -0.4
O 1.768 -3.225 -3.06 -0.283 -0.47 0.314
O 7.559 -6.718 22.986 0.197 -0.12 0.389
O 7.128 -7.254 -5.928 -0.15 -0.013 -0.663
O 3.434 -1.35 -7.248 0.19 -0.143 0.1
O -3.506 1.164 25.092 -0.303 0.236 -0.169
O -7.551 3.258 -3.492 0.347 -0.162 -0.224
O 0.79 -7.196 22.925 -0.143 0.132 0.206
O 0.759 4.331 -1.437 -0.169 -0.238 -0.492
O -0.995 -3.051 25.505 -0.062 0.001 -0.132
O 3.684 7.23 -1.464 0.094 0.131 -0.343
O 5.48 0.076 -3.607 -0.054 0.154 -0.415
O 5.969 -0.136 -6.945 0.317 -0.586 -0.159
O -3.661 -0.87 23.311 -0.119 0.009 0.239
O 5.388 4.654 -5.484 -0.29 0.062 -0.15
O 0.038 -2.704 22.198 -0.224 -0.081 0.035
O -6.958 -4.75 23.199 0.09 -0.285 0.181
O -1.036 -5.759 25.757 0.333 0.296 0.206
O 3.516 -7.817 24.08 0.219 0.193 -0.218
O 6.565 -2.208 -4.342 -0.137 -0.094 -0.11
O 1.41 1.209 -6.038 0 -0.23 0.348
O 6.316 -0.437 25.78 -0.006 0.094 -0.241
O -4.836 -6.665 -6.918 0.448 0.386 0.34
O -0.9 7.088 22.89 -0.003 0.078 0.643
O -2.826 -2.899 -3.56 -0.422 -0.254 -0.54
O -1.211 -4.611 23.336 -0.049 -0.248 0.15
O 5.95 -1.252 23.351 -0.313 0.136 0.116
O 8.047 0.057 22.336 0.066 0.214 0.583
O -1.808 1.675 -1.165 -0.038 -0.109 -0.609
O -3.169 -4.543 24.989 -0.386 0.538 0.22
O 4.86 -5.624 24.926 0.146 -0.031 0.187
O -1.599 -0.612 25.033 0.358 0.177 -0.081
O -0.772 -0.213 -6.885 -0.488 -0.051 0.187
O -1.72 -2.415 -6.043 -0.167 -0.342 -0.131
O -1.038 6.227 -1.161 -0.1 -0.276 -0.314
O -7.182 7.308 -0.875 -0.381 0.341 -0.017
O -7.225 -1.721 -5.18 0.482 -0.232 0.071
O -6.098 3.423 24.925 0.192 -0.428 0.342
O 1.494 6.824 23.962 -0.185 -0.504 0.049
O 2.741 -8.114 -3.793 0.101 -0.068 -0.021
O -6.237 0.035 -6.925 0.35 -0.461 -0.251
O 3.618 -7.367 26.575 0.161 -0.609 0.113
O 4.653 1.239 -1.414 0.043 -0.437 -0.111
O 5.394 2.762 -3.513 -0.056 0.4 0.327
O 7.98 5.034 -5.354 0.204 -0.324 -0.35
O 5.974 -6.992 -3.568 -0.639 0.57 0.038
O -3.382 5.749 -3.501 0.19 0.087 0.513
O 6.952 -4.406 23.971 0.12 0.52 -0.115
O 6.218 6.947 -4.625 -0.043 -0.172 0.572
O 3.768 1.177 -7.364 0.106 0.255 -0.12
O -6.74 7.919 -6.45 -0.408 -0.435 0.149
O -5.765 -4.889 -3.247 0.405 0.309 -0.383
O 0.947 -1.143 25.62 0.048 0.486 0.308
O 1.792 -1.767 -5.224 0.024 0.393 0.234
O 3.769 -0.883 25.038 -0.025 0.67 -0.169
O 1.208 -5.795 -7.378 -0.464 0.268 -0.208
O -0.256 3.104 26.629 -0.308 0.289 -0.339
O 1.245 6.694 -2.382 0.192 -0.271 -0.278
O 5.333 2.838 22.046 0.06 -0.017 0.373
O -1.527 -3.475 -1.327 0.32 0.075 -0.363
O -2.281 3.344 -3.048 0.379 -0.205 -0.04
O 6.184 2.268 -5.982 0.209 0.125 -0.074
O -7.695 6.734 22.529 -0.186 0.086 0.455
O 1.607 2.27 24.903 -0.466 -0.313 -0.028
O -2.417 4.283 -5.416 -0.277 0.302 -0.286
O 6.422 -1.493 -1.711 -0.064 0.076 -0.157
O -6.941 -6.431 -4.846 0.458 0.023 -0.01
O -4.443 7.398 -5.234 0.45 0.048 0.038
O 0.612 -4.123 -5.219 -0.711 -0.447 -0.009
O 3.892 3.574 24.693 0.505 -0.22 -0.196
O 5.636 8.035 22.049 -0.041 0.068 0.489
O 5.523 5.533 -0.516 -0.012 -0.104 -0.413
O -2.83 -0.509 -4.48 -0.038 0.201 -0.215
O -5.523 0.132 -4.428 -0.164 -0.024 0.473
O -0.712 5.312 -3.535 0.252 0.062 -0.501
O -5.306 -5.778 25.571 -0.003 0.1 -0.06
O 3.295 1.593 22.99 -0.041 -0.786 0.523
O -6.867 4.27 22.636 0.342 0.039 -0.498
O 1.815 -7.24 -1.41 0.169 0.222 -0.282
O 3.594 2.711 -5.302 -0.457 0.308 0.287
O 2.584 -5.894 -5.16 0.353 0.417 0.585
O -7.801 -6.048 25.411 -0.362 -0.249 0.164
O -4.131 -6.197 23.155 0.183 0.18 0.056
O 8.12 0.609 -5.311 -0.319 0.249 0.425
O 2.553 -3.119 25.436 0.192 -0.122 0.015
O 0.717 -2.186 -7.533 -0.132 -0.071 -0.267
O 7.443 3.809 -1.221 -0.005 0.326 -0.105
O -3.079 2.846 -7.496 0.332 -0.045 -0.259
O -7.914 -4.063 -4.771 -0.072 0.161 -0.08
O 7.2 1.441 -2.219 0.115 -0.586 0.458
O 5.378 -2.917 25.318 0.039 -0.274 0.361
O -0.458 -1.943 -3.893 0.159 0.402 0.45
O -7.269 -5.988 -7.366 -0.297 0.513 -0.038
O 6.926 -7.279 -1.093 -0.1 -0.745 -0.114
O -3.074 -7.219 25.268 -0.1 -0.413 0.263
O -4.017 -4.08 -1.513 0.068 -0.011 0.22
O 2.258 -5.66 25.144 -0.539 -0.141 -0.682
O -5.559 7.169 -2.924 0.172 0.598 0.171
O 7.366 -2.899 -6.856 -0.327 0.355 -0.141
O -1.136 2.069 -5.746 0.044 0.144 0.32
O 2.139 3.284 -7.399 0.377 0.539 -0.066
O 4.207 -2.112 -3.002 -0.193 -0.266 -0.529
O -3.446 -1.594 -1.298 -0.101 0.161 -0.177
O -3.909 3.331 -1.067 -0.002 -0.219 -0.403
O -3.707 1.868 -5.229 -0.29 0.079 -0.122
O 0.073 -5.434 -0.544 -0.204 -0.103 -0.462
O 3.464 -3.793 -1.165 -0.345 -0.077 -0.436
O 6.572 6.516 -7.104 -0.019 0.067 -0.166
O 8.024 -5.524 -2.728 -0.063 0.537 0.252
O -5.794 5.111 -4.53 0.232 -0.258 -0.333
O 3.559 6.133 25.42 0.278 0.276 0.241
O 4.502 -7.638 -5.674 -0.026 0.2 -0.578
O -0.439 -8.133 25.102 -0.05 -0.088 0.484

Results
total energy: -101652.225 eV
total energy less fixed offsets of O -438.25, Si -107.07 eV per atom: 0.975 eV
